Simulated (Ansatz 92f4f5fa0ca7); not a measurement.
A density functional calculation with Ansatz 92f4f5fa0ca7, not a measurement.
Periodic cell of 224 atoms, Si132O88As1H3, from a study of silicon, its oxide and their interface. The atomic structure is a simulated model.
Doubt: the cutoff is low for norm-conserving oxygen, so forces and energies are approximate.
Doubt: the program's own warning below bears on the result.

Settings
functional: HSE06
potential files: SPMS norm-conserving
basis: plane waves
wave-function cutoff: 800 eV
density cutoff ratio: 4
exchange-correlation grid ratio: 1
k mesh: 1 x 1 x 1, Gamma-centred
occupations: fixed
spin: none
net charge: 0

Cell vectors (angstrom)
a, 10.938, 0, 0
b, 0, 10.938, 0
c, 0, 0, 31.948

Atoms: element, x, y, z (angstrom)
Si, 0.2998, 10.5456, 24.3988
Si, 5.228, 0.146, 24.5303
Si, 2.978, 2.345, 24.529
Si, 7.9389, 2.926, 24.5027
Si, 10.6307, 5.4236, 24.4475
Si, 5.7713, 5.2061, 24.4402
Si, 2.5936, 8.3581, 24.539
Si, 8.5287, 7.7791, 24.423
Si, 1.364, 1.2285, 25.8067
Si, 6.8229, 1.3172, 25.8026
Si, 4.1434, 4.0275, 25.7264
Si, 9.4818, 4.025, 25.9099
Si, 1.3669, 6.677, 25.67
Si, 6.9042, 6.7534, 25.8093
Si, 4.0924, 9.5355, 25.9015
Si, 9.6135, 9.4427, 25.7129
Si, 2.7229, -0.0511, 27.259
Si, 8.2437, -0.0795, 27.0873
Si, 0.0074, 2.6517, 27.1429
Si, 5.4731, 2.6925, 27.1885
Si, 2.7586, 5.3935, 27.0875
Si, 8.1908, 5.4283, 27.2754
Si, 0.0434, 8.0997, 27.1173
Si, 5.5168, 8.1454, 27.1503
Si, 4.0956, 1.3533, 28.5661
Si, 9.5753, 1.3007, 28.5061
Si, 1.376, 4.0596, 28.4904
Si, 6.8159, 4.0559, 28.5849
Si, 4.1067, 6.7867, 28.4901
Si, 9.598, 6.8147, 28.5519
Si, 1.3573, 9.4864, 28.5474
Si, 6.8644, 9.5412, 28.5071
Si, 0.0093, -0.0356, 29.8937
Si, 5.4886, -0.018, 29.8899
Si, 2.7334, 2.734, 29.9039
Si, 8.223, 2.6972, 29.8966
Si, 0.026, 5.4428, 29.8901
Si, 5.4615, 5.4569, 29.9066
Si, 2.7578, 8.1657, 29.8939
Si, 8.2232, 8.193, 29.8987
Si, 1.3673, 1.3673, 31.2643
Si, 6.8362, 1.3673, 31.2643
Si, 4.1018, 4.1018, 31.2643
Si, 9.5708, 4.1018, 31.2643
Si, 1.3673, 6.8362, 31.2643
Si, 6.8362, 6.8362, 31.2643
Si, 4.1018, 9.5708, 31.2643
Si, 9.5708, 9.5708, 31.2643
Si, 2.7345, 0, 0.6835
Si, 8.2035, 0, 0.6835
Si, 0, 2.7345, 0.6835
Si, 5.469, 2.7345, 0.6835
Si, 2.7345, 5.469, 0.6835
Si, 8.2035, 5.469, 0.6835
Si, 0, 8.2035, 0.6835
Si, 5.469, 8.2035, 0.6835
Si, 4.1033, 1.3859, 2.0634
Si, 9.5369, 1.4104, 2.0358
Si, 1.3457, 4.1307, 2.0575
Si, 6.8138, 4.1134, 2.0524
Si, 4.0996, 6.861, 2.0556
Si, 9.5638, 6.857, 2.0566
Si, 1.3788, 9.5612, 2.0311
Si, 6.8126, 9.6003, 2.0638
Si, -0.0069, 0.025, 3.3073
Si, 5.4673, 0.0481, 3.478
Si, 2.7462, 2.7938, 3.401
Si, 8.1608, 2.7647, 3.4454
Si, -0.0123, 5.513, 3.4534
Si, 5.478, 5.5147, 3.4161
Si, 2.7673, 8.2544, 3.4438
Si, 8.1946, 8.2439, 3.4071
Si, 1.3748, 1.3479, 4.6524
Si, 6.7963, 1.4461, 4.8883
Si, 4.0537, 4.2306, 4.7908
Si, 9.5099, 4.1505, 4.8023
Si, 1.3639, 6.9303, 4.7986
Si, 6.8691, 6.8571, 4.7943
Si, 4.1245, 9.6161, 4.8691
Si, 9.5304, 9.7066, 4.7023
Si, 2.7238, 0.1112, 6.1579
Si, 8.2097, 0.0622, 6.2179
Si, -0.0338, 2.6737, 5.9626
Si, 5.4342, 2.9277, 6.1927
Si, 2.7017, 5.6116, 6.2322
Si, 8.2172, 5.5404, 6.2583
Si, -0.0045, 8.3987, 6.0354
Si, 5.5373, 8.2214, 6.1942
Si, 3.7417, 1.833, 7.4412
Si, 9.8232, 1.236, 7.5072
Si, 1.4114, 3.9163, 7.252
As, 6.6808, 4.3353, 7.7934
Si, 4.3401, 6.7387, 7.591
Si, 9.5195, 7.2124, 7.4447
Si, 1.1103, 9.9247, 7.4717
Si, 7.1797, 9.3133, 7.5137
O, 9.6204, 6.6195, 23.8969
O, 4.1122, 1.255, 24.0062
O, 8.3421, 8.2231, 8.0438
O, 2.5686, 2.9167, 7.8757
O, 6.8538, 4.0617, 23.9345
O, 1.4614, 9.4361, 24.0131
O, 5.3919, 5.6062, 8.1766
O, -0.0094, 0.0957, 7.9959
H, 6.5645, 9.8875, 8.7447
O, 10.643, 6.8367, 8.6293
O, 1.713, 9.2454, 8.8468
O, 4.2477, 1.3098, 8.9001
O, 0.3358, 4.2835, 8.4542
O, 9.2407, 1.9938, 8.874
O, 3.7411, 7.5356, 8.9217
H, 7.9414, 8.3487, 23.1786
H, 8.6009, 2.3297, 23.3045
O, 5.2594, 5.9728, 23.0696
O, 2.2377, 2.8448, 23.1539
O, 10.6847, 0.1179, 22.9238
O, 0.0422, 4.3873, 23.1937
O, 3.4408, 7.9139, 23.2058
O, 5.9089, 10.39, 23.1968
Si, 9.5672, 9.3195, 14.9794
Si, 2.4447, 4.967, 11.5982
Si, 0.847, 0.7022, 14.6908
Si, 10.046, 9.9364, 18.8595
Si, 6.8198, 0.3974, 11.6579
Si, 9.5656, 7.1921, 12.7056
Si, 2.0435, 9.2085, 17.9478
Si, 2.9638, 8.7128, 9.7493
Si, 4.1773, 2.5041, 16.8503
Si, 4.5078, 7.1587, 22.2409
Si, 10.8719, 5.3497, 16.7569
Si, 2.6163, 6.3749, 17.8761
Si, 0.9711, 2.5613, 17.256
Si, 5.7365, 6.606, 16.9689
Si, 8.5927, 4.7278, 11.4756
Si, 10.9954, 5.4953, 9.5034
Si, 3.0994, 0.1161, 20.1986
Si, 1.6337, 7.5766, 12.4584
Si, 5.7202, 9.8904, 21.6536
Si, 1.3595, 1.8984, 11.7588
Si, 0.2602, 0.5568, 21.4307
Si, 2.6925, 9.4488, 14.817
Si, 8.9398, 3.3116, 15.5528
Si, 1.0267, 3.464, 22.2634
Si, 9.35, 1.8641, 10.5136
Si, 5.5792, 8.784, 14.9944
Si, 6.8033, 8.3049, 12.2831
Si, 3.0427, 5.0691, 20.4934
Si, 9.4008, 1.639, 18.2345
Si, 7.9447, 0.912, 14.4277
Si, 5.9575, 4.2986, 15.114
Si, 7.0063, 0.9177, 19.7772
Si, 5.5637, 5.4883, 12.108
Si, 4.6621, 2.7028, 19.7592
Si, 4.0316, 0.6196, 10.3519
Si, 6.0427, 0.2809, 16.7769
Si, 8.7257, 7.6644, 17.595
O, 0.1174, 1.7653, 18.4313
O, 6.0154, 9.6805, 16.2783
O, 1.4797, 5.5381, 10.3584
O, 6.9487, 4.9108, 11.387
O, 3.3974, 1.6765, 19.8571
O, 7.1141, 7.2339, 17.6841
O, 6.9552, 1.0639, 13.149
O, 5.7001, 7.13, 11.9439
O, 5.4172, 1.0418, 11.1176
O, 10.2659, 10.67, 20.3292
O, 8.9851, 8.7212, 16.374
O, 1.8747, 3.4614, 11.9144
O, 0.5896, 1.8605, 15.8183
O, 8.9029, 2.7154, 17.1017
O, 8.8468, 3.1211, 11.4439
O, 4.944, 3.0686, 18.1848
O, 2.3612, 11.0386, 14.7466
O, 7.074, 1.0669, 15.7982
O, 9.5599, 5.2528, 10.2565
O, 2.5886, 2.6233, 17.1822
O, 1.4522, 6.1053, 16.6646
O, 2.1634, 7.7435, 18.6293
O, 5.9915, 2.0313, 20.4072
O, 9.1723, 8.5339, 18.9356
O, 3.6223, 6.4895, 21.0432
O, 0.7998, 1.3578, 13.2
O, 2.1531, 6.0501, 12.8064
O, 8.422, 1.7501, 19.5634
O, 1.8244, 8.4999, 13.7962
O, 2.6579, 1.0862, 11.1457
O, 9.2407, 10.9851, 17.8707
O, 6.9722, 10.541, 20.7824
O, 9.1776, 2.0046, 14.5445
O, 10.9989, 7.4776, 11.9822
O, 6.731, 8.577, 13.8856
O, 6.4704, 0.3662, 18.3353
O, 0.3833, 4.0388, 17.5933
O, 9.1808, 5.58, 12.7765
O, 8.5401, 10.3523, 14.2697
O, 8.2547, 0.6822, 10.8891
O, 2.4518, 8.1801, 11.1967
O, 4.2351, 9.3511, 14.3007
O, 6.5447, 9.7255, 11.5545
O, 5.6077, 8.243, 21.6528
O, 9.7431, 7.9246, 14.148
O, 8.3247, 7.8602, 11.8803
O, 2.5183, 5.1742, 18.9568
O, 1.774, 0.0334, 21.1275
O, 1.7192, 4.5281, 21.2555
O, 10.9636, 1.6838, 10.8117
O, 10.0174, 4.5845, 15.5094
O, 4.2973, 4.0312, 20.6039
O, 5.5659, 5.0218, 13.6934
O, 0.5002, 9.6599, 18.0728
O, 4.2633, 6.527, 17.6937
O, 3.9683, 9.9494, 10.0928
O, 2.5249, 9.015, 16.3914
O, 2.9557, 10.2723, 18.7702
O, 7.4768, 3.7321, 14.9445
O, 5.3146, 7.3223, 15.5836
O, 10.9005, 10.2826, 15.0454
O, 4.3192, 10.4172, 21.0351
O, 4.5556, 0.9313, 16.6349
O, 4.7087, 3.2901, 15.5057
O, 9.7616, 6.3744, 17.4231
O, 0.2523, 2.2247, 21.4782
O, 6.1774, 5.1374, 16.491
O, 4.1152, 4.9907, 11.4308

Results
free energy: -57076.504 eV
free energy less fixed offsets of As -2657.37, H -15.86, O -447.96, Si -113.29 eV per atom: 3.206 eV
gap between the highest filled and lowest empty level on this k mesh: 1.247 eV

The program warned: the cutoff lies below the one the program advises for these potential files; the model core charge is not resolved on the grid; the forces do not sum to zero within the program's tolerance; the exchange-correlation potential is rough where the density is thin.
